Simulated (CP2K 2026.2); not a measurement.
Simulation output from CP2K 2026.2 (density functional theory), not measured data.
Periodic cell of 468 atoms, Si288O180, from a study of silicon, its oxide and their interface. The atomic structure is a simulated model.
Doubt: the forces sum to 0.84 eV/angstrom along one axis rather than to zero, so they err by at least 0.0018 eV/angstrom per atom on average; the grid cutoff is modest.

Settings
functional: PBE
method: Gaussian and plane waves
basis set: DZVP-MOLOPT-SR-GTH
pseudopotentials: GTH-PBE
grid cutoff: 350 Ry, relative cutoff 50 Ry
k points: Gamma only
occupations: fixed
spin: none
net charge: 0

Cell vectors (angstrom)
a	16.3356	0	0
b	0	16.3356	0
c	-4.0988	-6.9492	30.1812

Atoms and the computed forces on them: element, x, y, z (angstrom), force x, y, z (eV/angstrom)
Si	1.068	15.205	0.053	0.332	-0.098	0.699
Si	4.487	1.227	0.185	-0.249	0.064	0.596
Si	-2.956	-2.502	30.166	0.401	-0.362	0.523
Si	-0.135	0.386	29.991	0.208	-0.333	0.643
Si	1.456	9.243	0.1	-0.034	0.235	0.641
Si	4.179	12.142	0.172	-0.149	0.152	0.652
Si	6.577	15.253	0.326	0.027	-0.062	0.61
Si	9.165	1.607	0.12	0.206	-0.174	0.627
Si	7.023	3.864	0.348	-0.125	0.211	0.675
Si	9.78	6.745	0.053	-0.187	0.101	0.533
Si	2.304	2.976	30.151	0.341	-0.204	0.632
Si	9.993	12.063	0.169	-0.294	0.005	0.643
Si	8.483	7.737	29.935	-0.248	0.316	0.638
Si	11.166	-5.76	29.992	-0.312	0.243	0.584
Si	11.869	4.399	0.107	0.193	-0.089	0.609
Si	15.197	6.658	0.432	-0.276	0.179	0.635
Si	12.088	9.745	0.013	0.207	-0.106	0.544
Si	14.88	12.542	0.064	0.071	-0.226	0.633
Si	2.735	0.052	1.261	0.002	-0.001	-0.045
Si	5.566	2.652	1.691	0.015	-0.01	-0.028
Si	2.91	5.528	1.116	-0.008	0.013	-0.036
Si	5.392	8.34	1.381	0.009	0.027	-0.038
Si	2.612	10.895	1.369	0.01	-0.007	-0.041
Si	5.375	13.654	1.491	-0.012	-0.021	0.002
Si	8.157	0.065	1.567	0.029	-0.006	-0.032
Si	10.814	2.746	1.364	-0.029	-0.003	-0.045
Si	8.165	5.601	1.363	0.014	-0.017	-0.035
Si	10.943	8.229	1.41	0.003	0.009	-0.043
Si	8.176	10.949	1.196	-0.014	-0.015	-0.022
Si	11.115	13.657	1.392	0.027	0.038	-0.038
Si	13.602	0.06	1.105	0.024	-0.017	-0.065
Si	0.033	2.749	1.21	-0.012	0.011	-0.028
Si	13.513	5.444	1.451	-0.017	-0.029	-0.016
Si	0.091	8.168	1.636	0.022	0.003	0.004
Si	13.706	10.902	1.3	-0.008	0.021	-0.04
Si	-0.028	13.711	1.47	0.01	0.038	-0.013
Si	1.378	1.421	2.635	-0.018	-0.025	0.026
Si	4.096	4.156	2.683	-0.027	0.013	0.004
Si	1.535	6.727	2.744	0.022	-0.035	0.032
Si	4.006	9.596	2.783	-0.002	-0.002	0.024
Si	1.323	12.287	2.751	0.032	-0.001	-0.009
Si	4	15.028	2.765	-0.011	0.028	0.027
Si	6.869	1.326	3.036	0.006	0	0.064
Si	9.488	4.15	2.745	-0.032	0	0.028
Si	6.761	6.917	2.695	0.012	0.002	-0.012
Si	9.476	9.576	2.664	0.022	0.023	0.025
Si	6.853	12.273	2.694	-0.011	-0.027	0.003
Si	9.626	14.967	2.703	-0.044	-0.018	0.016
Si	12.265	1.363	2.598	0.024	0.003	0.001
Si	14.966	4.028	2.667	0.006	0.016	0.007
Si	12.254	6.866	2.808	-0.015	-0.011	0.019
Si	14.994	9.591	2.782	-0.028	0.015	0.011
Si	12.395	12.265	2.758	0.009	-0.029	0.044
Si	14.9	15.101	2.693	-0.049	0.003	0.03
Si	-0.003	0.071	4.032	0.005	-0.017	0.016
Si	2.712	2.774	4.03	0.019	-0.012	0.013
Si	0.038	5.398	4.024	0.012	0.011	-0.006
Si	2.749	8.159	4.147	-0.004	0.016	0.007
Si	-0.002	10.939	4.138	-0.001	0.009	0.012
Si	2.683	13.637	4.115	0.008	0.013	0
Si	5.399	-0.043	4.193	0.014	0.008	0.026
Si	8.218	2.796	4.209	0.008	0.012	0.011
Si	5.445	5.504	4.063	0.01	0.004	0.01
Si	8.15	8.224	4.073	-0.005	0.008	0.004
Si	5.453	10.936	4.075	-0.012	-0.01	-0.002
Si	8.219	13.617	4.06	0	0.011	-0.001
Si	10.947	0.021	4.046	0.008	0.018	0.003
Si	13.616	2.687	4.036	-0.004	-0.007	0.014
Si	10.874	5.475	4.112	0.009	-0.011	-0.008
Si	13.638	8.211	4.124	-0.007	-0.007	0.019
Si	10.899	10.921	4.028	-0.006	0.008	-0.009
Si	13.668	13.668	4.121	0.014	-0.002	-0.002
Si	1.355	-1.382	10.908	-0.022	0.013	-0.002
Si	4.107	1.311	10.88	-0.013	-0.002	0.001
Si	1.321	4.008	10.878	-0.013	0.002	0.004
Si	4.061	6.799	10.847	-0.002	0.011	0.001
Si	1.349	9.498	10.923	0.007	-0.017	-0.016
Si	4.07	12.206	10.931	-0.005	0.006	-0.007
Si	6.778	-1.391	10.879	0.009	-0.002	0.008
Si	9.483	1.344	10.835	0.005	-0.003	0.007
Si	6.811	4.043	10.875	-0.004	0.005	0.009
Si	9.493	6.743	10.804	0.005	0.011	-0.01
Si	6.806	9.54	10.889	-0.016	-0.002	0.011
Si	9.587	12.259	10.862	-0.002	-0.002	-0.016
Si	12.249	-1.389	10.972	-0.007	-0.005	-0.006
Si	-1.375	1.319	10.906	0.004	0.026	-0.016
Si	12.275	4.089	10.829	0.002	0	0.001
Si	-1.33	6.819	10.869	0.003	0	-0.013
Si	12.223	9.515	10.885	-0.002	0.006	0.006
Si	-1.413	12.232	10.934	0.014	-0.025	0.006
Si	2.796	-0.088	12.253	0.02	-0.004	-0.011
Si	5.466	2.668	12.239	0	-0.014	-0.004
Si	2.686	5.407	12.157	0.018	0.005	-0.038
Si	5.402	8.178	12.203	0.003	-0.006	-0.024
Si	2.699	10.838	12.308	0.019	0.008	0.001
Si	5.474	-2.802	12.266	0.003	0	-0.009
Si	8.125	-0.013	12.224	0.009	0.023	-0.038
Si	10.838	2.759	12.12	-0.005	0.013	-0.04
Si	8.161	5.418	12.229	0.009	-0.001	-0.002
Si	10.845	8.065	12.142	0.003	0.006	-0.022
Si	8.268	10.875	12.186	-0.007	-0.029	-0.023
Si	10.857	-2.739	12.336	0.017	0.013	0.001
Si	13.623	-0.014	12.316	0	-0.009	-0.011
Si	-0.007	2.617	12.282	0.006	-0.004	-0.015
Si	13.696	5.406	12.186	-0.003	-0.01	-0.034
Si	-0.013	8.156	12.309	-0.013	0.01	-0.004
Si	13.529	10.878	12.31	0.002	0.006	-0.041
Si	-0.068	-2.691	12.265	-0.011	-0.005	-0.049
Si	1.403	1.219	13.603	-0.011	0.02	0.038
Si	4.058	4.046	13.489	-0.011	0.002	0.044
Si	1.352	6.712	13.593	-0.004	-0.008	0.064
Si	4.08	9.481	13.683	-0.001	-0.026	0.054
Si	1.27	12.229	13.573	-0.008	0.012	0.034
Si	4.107	-1.488	13.665	-0.016	-0.024	0.044
Si	6.785	1.312	13.653	0.003	-0.01	0.049
Si	9.534	4.07	13.586	0.005	-0.017	0.062
Si	6.758	6.787	13.52	-0.019	0.005	0.061
Si	9.511	9.393	13.529	-0.006	-0.015	0.028
Si	6.957	12.219	13.563	0.007	0.029	0.033
Si	9.46	-1.352	13.634	-0.029	0.013	0.073
Si	12.157	1.401	13.471	-0.037	-0.015	0.018
Si	-1.343	4.034	13.62	0.008	0.018	0.045
Si	12.225	6.702	13.447	-0.008	-0.011	0.012
Si	-1.434	9.489	13.659	-0.018	0.015	0.063
Si	12.16	12.241	13.762	0.03	-0.021	0.029
Si	-1.388	-1.36	13.763	0.015	-0.017	0.052
Si	0.397	-0.395	15.01	-0.215	0.159	-0.666
Si	2.57	2.83	14.815	0.206	-0.184	-0.665
Si	0.333	5.059	14.937	-0.247	0.193	-0.652
Si	2.94	7.788	14.915	-0.093	0.26	-0.623
Si	-0.423	11.244	14.862	0.06	-0.165	-0.684
Si	2.534	-2.714	14.957	0.207	-0.133	-0.614
Si	5.66	-0.31	14.977	-0.155	0.203	-0.64
Si	8.398	2.499	14.903	-0.224	0.119	-0.676
Si	5.186	5.618	14.786	0.122	-0.145	-0.699
Si	7.915	8.285	14.886	0.202	-0.121	-0.645
Si	5.843	10.608	14.798	-0.208	0.023	-0.63
Si	7.934	-2.509	15.028	0.199	-0.184	-0.601
Si	10.604	0.307	14.824	0.091	-0.164	-0.705
Si	13.3	2.917	14.792	0.16	-0.037	-0.562
Si	11.159	5.188	14.879	-0.184	0.097	-0.655
Si	13.294	8.205	14.827	0.294	-0.097	-0.592
Si	11.067	10.46	14.888	-0.167	0.316	-0.609
Si	13.685	-2.86	15.113	-0.199	0.166	-0.582
Si	1.835	1.139	27.71	-0.154	0.03	0.125
Si	7.701	1.711	24.944	-0.018	-0.041	0.013
Si	0.342	8.643	21.165	-0.025	0.111	0.201
Si	13.483	9.988	18.835	0.009	0.006	-0.073
Si	4.079	11.719	16.951	-0.111	0.071	-0.01
Si	-2.92	5.224	25.935	-0.013	0.026	-0.19
Si	6.561	3.842	17.024	0.032	-0.034	-0.052
Si	9.815	1.263	22.804	0.026	-0.043	-0.095
Si	-3.237	-2.029	27.175	0.016	0.001	-0.034
Si	9.733	6.969	17.102	-0.039	0.058	0.07
Si	2.819	7.324	20.013	0.11	-0.05	0.034
Si	9.128	-2.567	17.876	-0.102	-0.046	0.089
Si	8.518	11.164	19.539	0.042	0.061	0.091
Si	-0.063	-4.555	21.293	0.082	-0.118	-0.01
Si	1.313	-3.889	28.341	-0.117	0.021	-0.011
Si	4.092	5.659	24.133	0.133	-0.049	-0.035
Si	6.673	-1.103	25.719	0.093	0.084	-0.122
Si	-1.67	-2.861	24.817	-0.157	0.073	0.055
Si	2.629	-1.092	20.956	0.024	0.063	0.073
Si	9.31	2.175	27.396	0.031	-0.032	-0.053
Si	4.697	0.698	27.378	0.029	0.155	-0.135
Si	-0.145	0.224	18.041	0.145	-0.104	0.02
Si	8.768	-2.736	27.463	-0.015	0.039	-0.059
Si	9.029	-1.55	22.039	-0.043	0.081	0.045
Si	10.225	-5.327	26.964	0.091	0.007	0.08
Si	-2.215	2.324	17.608	0.025	-0.045	0.013
Si	-1.405	6.857	28.086	-0.068	-0.002	-0.135
Si	-0.302	-1.937	20.035	-0.119	-0.064	0.091
Si	7.698	-0.316	19.41	0.064	0.007	-0.018
Si	7.591	7.035	21.468	0.053	0.003	0.056
Si	5.641	11.802	19.564	0.075	-0.077	0.007
Si	4.399	6.875	28.378	-0.05	0.088	-0.039
Si	4.385	1.585	17.103	-0.056	0.029	-0.087
Si	-1.963	7.532	17.577	-0.032	0.065	0.016
Si	11.573	-2.882	22.428	0.075	-0.022	0.157
Si	12.121	8.817	22.58	-0.123	0.014	0.021
Si	2.479	1.423	19.487	-0.085	0.073	0.081
Si	11.937	-3.901	25.178	0.03	-0.001	-0.033
Si	1.992	2.807	25.255	-0.042	-0.087	-0.107
Si	5.413	-1.717	20.419	0.008	-0.012	0.031
Si	9.242	9.394	21.85	-0.167	0.029	0.14
Si	-0.592	5.035	17.883	0.15	-0.006	0.017
Si	4.847	11.136	22.416	0.042	-0.076	0.069
Si	1.738	4.484	20.021	0.057	0.018	0.059
Si	4.894	8.025	22.257	-0.012	0.012	0.053
Si	-2.873	11.148	21.785	0.014	0.08	0.042
Si	0.075	7.427	23.774	-0.001	-0.083	-0.1
Si	0.781	7.929	26.71	0.025	0.053	-0.05
Si	2.61	-5.957	26.725	-0.067	0.077	-0.148
Si	12.023	1.086	19.132	0.033	-0.051	0.07
Si	1.465	4.654	23.056	0.064	0.048	0.013
Si	-2.239	-1.043	22.43	-0.035	-0.054	-0.038
Si	8.323	5.044	19.2	0.092	0.041	0.04
Si	-2.062	7.097	21.914	0.121	-0.007	0.01
Si	8.566	7.588	24.16	0.039	0.201	-0.132
Si	5.33	9.601	27.404	-0.042	0.047	0.023
Si	4.915	2.844	25.223	-0.034	0.111	0.03
Si	-3.019	4.631	23.005	-0.117	0.019	0.074
Si	8.051	8.809	26.924	0.038	-0.102	0.04
Si	2.373	-3.278	22.965	0.071	-0.025	-0.153
Si	11.906	-1.31	17.233	0.046	-0.036	0.049
Si	2.54	9.053	17.625	-0.042	-0.031	0.202
Si	11.395	6.52	24.29	0.054	-0.114	-0.128
Si	10.774	-0.297	27.736	0.08	0.003	-0.145
Si	9.238	2.098	19.788	-0.009	0.071	0.062
Si	10.651	9.855	17.705	0.058	-0.03	0.023
Si	6.401	-2.633	23.1	-0.068	-0.061	-0.076
Si	2.55	5.615	26.52	-0.043	0.004	-0.217
Si	1.077	-3.813	25.471	0.068	-0.057	0.062
Si	12.764	1.6	22.22	-0.045	0.02	-0.023
Si	-0.177	9.86	17.501	-0.105	0.085	0.143
Si	11.938	3.738	28.096	-0.041	-0.018	-0.07
Si	1.308	15.002	5.437	-0.017	0.012	0.009
Si	4.041	1.393	5.445	-0.011	0.018	0.005
Si	1.353	4.067	5.442	-0.008	0.018	0.017
Si	4.114	6.821	5.487	-0.025	-0.027	-0.001
Si	1.351	9.527	5.46	0.018	-0.01	0.013
Si	4.085	12.281	5.447	0.006	-0.017	0.015
Si	6.823	14.929	5.464	-0.007	0.006	0.013
Si	9.598	1.369	5.452	-0.006	-0.018	0.016
Si	6.784	4.141	5.469	-0.01	0.009	0.02
Si	9.505	6.843	5.441	-0.02	-0.014	0.009
Si	6.788	9.558	5.45	0.005	0.006	0.006
Si	9.553	12.256	5.433	-0.006	-0.006	0.008
Si	12.261	14.991	5.45	-0.002	-0.009	0.008
Si	14.973	1.37	5.442	0.003	-0.005	0.006
Si	12.263	4.072	5.41	0.005	-0.002	0.002
Si	15.02	6.798	5.402	0.019	-0.005	0.01
Si	12.237	9.562	5.437	0.004	0.028	0.004
Si	15.001	12.302	5.493	-0.007	0.017	0.017
Si	2.691	0.005	6.798	-0.003	0.003	-0.001
Si	5.42	2.738	6.795	0.005	0.01	0.01
Si	2.726	5.432	6.799	0.003	0.006	0.009
Si	5.453	8.185	6.832	0.006	-0.003	0.007
Si	2.722	10.898	6.804	0.007	0	0.004
Si	5.452	13.596	6.834	0.022	0.004	0.009
Si	8.195	-0.004	6.782	0.004	0.016	0.003
Si	10.941	2.708	6.816	-0.006	-0.002	0
Si	8.16	5.481	6.816	0.004	0.001	0.01
Si	10.885	8.192	6.795	0.003	0.003	-0.002
Si	8.173	10.904	6.797	-0.009	-0.01	0.01
Si	10.895	13.623	6.801	-0.004	0.011	0.01
Si	13.633	-0.009	6.816	0.006	-0.009	0.01
Si	-0.003	2.72	6.813	0.008	0.004	0.009
Si	13.634	5.441	6.762	0.009	-0.007	0.003
Si	-0.004	8.159	6.812	-0.007	-0.004	0.012
Si	13.614	10.915	6.8	0.002	0.021	0.004
Si	0.008	13.637	6.861	0.006	-0.01	0.016
Si	1.343	1.345	8.175	-0.018	-0.001	-0.009
Si	4.067	4.068	8.183	-0.002	-0.004	-0.004
Si	1.361	6.788	8.157	0.005	-0.007	-0.002
Si	4.071	9.537	8.175	0.003	-0.009	-0.012
Si	1.361	12.238	8.197	0.002	0.01	-0.01
Si	4.058	-1.376	8.161	0.001	0.016	-0.011
Si	6.795	1.349	8.116	-0.007	0.002	-0.01
Si	9.536	4.071	8.125	0.002	0.001	-0.014
Si	6.796	6.813	8.183	-0.006	-0.001	0.003
Si	9.52	9.535	8.163	-0.015	0.013	-0.004
Si	6.811	12.24	8.186	-0.017	-0.002	0.003
Si	9.536	-1.365	8.173	-0.001	-0.011	-0.003
Si	12.27	1.333	8.187	0.004	-0.002	-0.006
Si	14.966	4.08	8.158	-0.003	0.002	-0.007
Si	12.267	6.817	8.124	-0.007	-0.001	-0.014
Si	14.968	9.534	8.167	-0.006	-0.001	-0.013
Si	12.259	12.266	8.16	0	-0.023	-0.01
Si	14.963	-1.367	8.214	0.003	0	-0.001
Si	0.004	-0.011	9.553	0.006	-0.009	-0.016
Si	2.719	2.679	9.538	0.008	0.006	-0.014
Si	0.003	5.422	9.52	-0.001	-0.001	-0.015
Si	2.698	8.164	9.516	0.014	0.004	-0.022
Si	-0.019	10.883	9.569	-0.003	-0.007	-0.009
Si	2.72	13.585	9.56	0.015	-0.003	-0.014
Si	5.448	-0.026	9.492	0.005	0.011	-0.004
Si	8.152	2.71	9.469	0.005	-0.002	-0.007
Si	5.441	5.428	9.531	0.004	-0.001	-0.009
Si	8.149	8.173	9.52	0.006	0.002	-0.009
Si	5.437	10.884	9.538	0.009	-0.011	-0.006
Si	8.177	13.607	9.536	-0.01	0.009	-0.015
Si	10.903	-0.03	9.557	0.011	0.005	-0.009
Si	13.629	2.694	9.524	0.018	0.006	-0.013
Si	10.908	5.434	9.462	0.005	-0.01	-0.013
Si	13.613	8.17	9.525	-0.003	0.016	-0.018
Si	10.909	10.889	9.5	-0.001	0.007	-0.022
Si	13.587	13.603	9.566	0.003	0.009	-0.003
O	1.475	-1.56	15.442	0.07	-0.119	0.159
O	9.192	6.142	18.385	0.029	0.217	0.031
O	1.449	3.916	15.288	-0.077	-0.12	0.175
O	13.929	2.051	16.029	-0.001	-0.525	-0.237
O	1.215	9.704	18.312	0.071	0.238	0.505
O	-0.463	8.129	27.715	-0.052	0.609	0.387
O	11.65	5.069	28.963	0.134	0.373	-0.175
O	4.93	9.557	22.865	0.009	-0.066	0.522
O	9.265	-4.052	26.677	-0.292	0.004	-0.543
O	-0.631	8.351	17.167	0.299	-0.149	-0.145
O	2.711	0.536	20.848	-0.031	0.43	0.603
O	11.876	5.398	23.195	-0.317	-0.191	-0.251
O	1.066	4.473	21.502	-0.36	0.026	0.109
O	1.947	-2.717	29.256	-0.061	0.418	-0.149
O	5.022	0.301	16.354	-0.161	-0.056	0.176
O	7.844	3.207	16.268	0.154	0.258	0.181
O	-2.704	-2.701	28.554	0.459	-0.249	-0.038
O	12.265	9.401	15.271	0.077	0.216	0.155
O	6.859	9.448	15.369	-0.077	0.07	0.252
O	2.474	2.292	28.677	0.472	0.184	-0.24
O	6.716	-1.395	29.778	-0.056	-0.109	-0.448
O	1.229	4.163	29.827	-0.001	0.267	-0.115
O	0.006	0.254	16.443	-0.311	0.234	-0.09
O	-1.448	3.703	17.767	-0.23	0.115	0.074
O	13.079	-2.204	16.511	0.068	0.2	0.365
O	-2.888	-3.914	24.594	0.127	-0.46	-0.456
O	5.598	6.131	29.117	0.238	0.252	-0.361
O	-1.513	7.426	23.422	-0.302	0.188	0.449
O	6.767	-1.428	15.437	-0.248	0.044	0.129
O	6.057	-2.048	24.561	-0.564	-0.257	0.196
O	5.467	-0.435	26.538	-0.165	-0.222	0.142
O	13.111	10.044	22.907	0.432	0.059	0.462
O	3.232	2.228	16.172	0.04	0.061	0.27
O	9.435	1.886	21.37	-0.135	0.193	0.192
O	7.574	0.106	25.132	0.214	-0.317	-0.008
O	7.804	5.703	20.591	-0.035	-0.255	0.311
O	3.122	-3.49	16.288	0.038	0.091	0.162
O	8.491	7.544	16.225	-0.207	-0.037	0.263
O	10.656	8.238	17.518	0.189	-0.309	0.176
O	3.839	-1.702	20.062	-0.151	-0.38	-0.723
O	4.893	11.083	20.797	-0.178	-0.288	-0.234
O	0.104	-4.717	29.074	-0.416	-0.04	-0.132
O	12.252	9.388	29.726	0.02	0.033	-0.196
O	-2.168	5.478	21.894	0.206	-0.296	-0.506
O	9.649	6.62	29.662	0.207	-0.181	-0.125
O	-3.62	2.686	29.039	0.037	-0.352	-0.241
O	8.528	2.104	28.817	-0.307	-0.158	0.161
O	6.028	-4.219	22.975	0.414	-0.159	0.163
O	10.323	10.672	16.335	-0.507	0.533	0.139
O	10.784	-5.222	28.491	-0.159	0.495	0.094
O	2.025	-2.949	24.507	0.336	0.631	0.16
O	8.699	10.764	21.134	-0.074	0.587	0.222
O	12.388	-0.374	18.485	0.247	-0.217	0.275
O	4.893	6.864	23.407	0.483	0.029	0.014
O	-0.322	-3.567	20.016	-0.255	-0.353	-0.421
O	4.198	-6.059	26.459	0.239	0.162	-0.398
O	1.415	9.407	29.909	-0.093	-0.05	-0.263
O	8.173	2.493	26.289	-0.298	0.453	0.156
O	5.527	2.675	17.392	0.145	-0.037	0.329
O	4.096	6.705	15.34	0.175	-0.147	0.382
O	5.361	-6.11	28.896	0.063	-0.142	0.032
O	-0.644	5.822	29.049	0.125	-0.237	-0.089
O	0.655	5.914	23.68	-0.106	-0.186	0.236
O	8.919	-3.667	19.059	0.012	0.167	0.144
O	8.38	-0.883	20.747	0.124	0.099	0.096
O	11.392	1.495	23.079	0.194	0.071	0.341
O	4.97	2.197	26.746	0.012	0.076	0.386
O	7.929	1.282	19.274	-0.421	0.067	-0.159
O	6.949	10.95	19.148	-0.153	-0.451	-0.415
O	2.007	8.915	27.002	0.457	-0.064	0.156
O	5.857	4.937	16.089	0.055	0.255	0.219
O	9.51	1.394	15.38	-0.115	-0.013	0.3
O	12.59	-1.63	22.401	-0.118	0.243	-0.148
O	12.254	4.056	15.369	0.043	-0.06	0.219
O	9.462	10.138	18.748	-0.209	-0.318	0.218
O	3.659	5.644	27.663	0.048	-0.744	0.294
O	0.804	8.396	22.696	0.664	0.204	0.34
O	0.905	-3.196	26.953	-0.149	0.541	0.029
O	0.678	0.331	28.539	-0.061	-0.362	-0.434
O	3.136	0.251	27.336	-0.121	-0.499	-0.264
O	10.443	1.35	19.021	-0.249	-0.369	-0.304
O	1.746	-5.291	25.531	-0.217	-0.303	-0.435
O	2.184	8.188	16.305	-0.328	-0.234	-0.012
O	10.72	-2.289	17.738	0.094	-0.411	0.189
O	10.024	0.814	26.837	0.168	-0.215	-0.616
O	8.311	-3.253	28.925	0.273	-0.606	0.036
O	-0.106	5.545	16.426	0.035	0.62	0.108
O	5.616	-1.684	22.03	-0.437	0.569	0.395
O	10.849	9.427	21.805	0.027	0.482	-0.448
O	1.147	0.87	18.757	-0.094	0.008	0.149
O	6.796	9.825	26.781	0.11	0.542	-0.331
O	3.418	10.266	17.064	0.072	-0.083	-0.185
O	6.886	3.942	29.773	-0.13	0.08	-0.447
O	-1.476	10.577	18.171	0.118	0.59	0.119
O	0.269	10.241	20.887	0.092	0.107	-0.461
O	12.106	6.142	25.68	-0.36	0.377	0.438
O	1.185	-1.514	20.442	0.114	0.088	0.021
O	-2.361	4.666	24.507	0.343	-0.299	-0.035
O	7.94	7.816	25.636	-0.503	-0.458	0.177
O	12.335	-0.601	27.368	0.366	0.465	-0.116
O	11.795	8.048	23.942	0.142	0.288	0.548
O	7.022	4.606	18.358	-0.265	0.326	0.183
O	2.786	-1.82	22.394	0.152	0.197	0.359
O	9.807	6.579	24.409	-0.298	-0.591	0.081
O	13.609	7.31	16.166	0.026	-0.279	0.065
O	3.317	7.593	29.316	0.026	0.103	0.067
O	4.552	-4.23	18.428	-0.24	0.089	0.326
O	9.164	3.685	19.491	0.471	0.029	0.001
O	2.207	4.1	26.193	0.095	-0.069	0.345
O	3.728	1.156	18.503	0.218	-0.203	0.259
O	1.096	-3.902	22.192	-0.178	-0.114	0.144
O	4.94	4.47	24.902	0.584	0.19	0.13
O	7.978	8.13	28.413	-0.372	-0.123	-0.016
O	6.243	2.273	24.487	-0.087	0.078	-0.585
O	11.352	-0.283	16.13	-0.006	0.066	-0.161
O	2.44	-5.005	28.012	0.242	-0.01	0.244
O	-0.506	-1.269	18.573	-0.123	-0.382	-0.339
O	-2.422	0.551	22.7	0.596	0.263	0.533
O	12.293	-4.101	21.681	-0.246	-0.084	-0.391
O	-3.394	4.001	26.864	0.232	-0.352	-0.033
O	0.287	8.096	25.2	-0.04	0.352	-0.049
O	5.031	8.006	27.425	0.271	-0.404	-0.526
O	10.656	0.378	29.2	-0.041	0.417	-0.026
O	2.381	3.013	19.788	0.372	0.067	-0.007
O	7.695	6.757	23.069	-0.51	-0.345	0.101
O	-2.666	7.459	28.864	-0.247	0.042	-0.29
O	10.262	-2.484	21.598	-0.096	-0.349	-0.503
O	12.481	1.202	20.677	0.232	-0.256	0.047
O	13.497	8.394	18.614	-0.568	-0.404	0.317
O	12.825	7.726	21.624	-0.477	-0.356	-0.506
O	0.291	10.669	16.197	0.315	-0.095	-0.115
O	11.088	-3.302	23.931	-0.58	0.055	0.078
O	4.092	-4.079	29.963	0.24	0.071	-0.48
O	5.4	11.544	16.056	0.274	0.249	0.017
O	3.172	6.391	25.244	-0.038	0.561	-0.065
O	2.831	5.697	19.898	0.431	-0.048	-0.254
O	8.839	9.045	23.415	-0.153	0.564	0.243
O	-1.059	7.86	20.911	-0.108	0.043	-0.625
O	13.255	3.129	22.429	0.32	0.019	-0.142
O	9.436	9.618	26.8	0.383	-0.16	0.019
O	10.597	5.937	16.209	0.013	-0.077	0.162
O	7.563	-2.043	26.67	-0.249	-0.264	0.014
O	6.107	-0.518	19.596	-0.449	0.451	-0.026
O	6.171	-3.075	19.992	0.498	0.086	-0.082
O	3.601	7.831	21.323	-0.352	0.253	0.048
O	-1.408	-1.344	21.068	-0.169	0.003	-0.385
O	3.455	2.318	24.705	-0.098	-0.525	-0.275
O	-1.517	12.33	15.447	0.133	0.131	0.187
O	12.071	10.466	18.215	0.025	0.243	-0.301
O	-1.601	6.19	18.376	-0.293	-0.13	0.445
O	-1.461	-1.776	23.64	0.59	0.038	0.033
O	1.305	7.821	20.194	-0.23	-0.095	-0.269
O	9.944	-1.667	27.688	0.146	-0.312	-0.128
O	10.506	3.249	27.535	-0.116	0.334	-0.175
O	12.187	-1.405	30.161	-0.167	-0.161	0.079
O	11.968	-2.945	26.473	-0.365	-0.103	0.469
O	8.336	-1.182	18.203	-0.083	0.05	-0.504
O	-1.97	-1.994	26.164	0.495	0.245	0.128
O	12.684	2.316	18.32	-0.44	0.593	-0.018
O	11.352	-5.288	25.778	0.213	-0.512	-0.181
O	-1.395	1.174	18.371	-0.112	-0.124	0.332
O	0.615	4.78	18.907	-0.05	-0.038	-0.15
O	3.333	8.102	18.68	0.485	0.159	0.065
O	7.986	-2.466	22.848	0.205	-0.308	0.254
O	1.15	3.318	23.954	-0.297	-0.257	0.031
O	-1.453	1.326	29.692	-0.236	0.074	-0.507
O	8.711	8.113	21.006	0.294	-0.238	-0.564
O	3.492	-4.443	22.876	-0.082	-0.039	0.28
O	-1.816	6.097	26.719	0.206	0.036	-0.069
O	1.241	6.407	26.974	-0.249	-0.387	0.439
O	13.545	10.399	20.372	0.249	-0.314	0.047
O	-0.402	-3.836	24.875	-0.162	-0.587	-0.101
O	1.302	1.732	26.27	-0.578	-0.235	-0.333
O	8.851	2.006	23.855	-0.017	0.36	-0.028
O	8.555	-3.079	16.436	0.278	-0.626	-0.056
O	-1.444	-4.54	22.138	-0.047	0.292	0.469
O	6.15	7.742	21.275	-0.21	0.287	-0.422
O	5.2	0.638	28.919	-0.234	0.545	0.154
O	3.069	4.95	23.085	0.289	-0.077	-0.458
O	9.57	-0.329	22.936	0.041	-0.265	0.494

Results
total energy: -109719.504 eV
total energy less fixed offsets of O -438.35, Si -107.03 eV per atom: 8.136 eV
